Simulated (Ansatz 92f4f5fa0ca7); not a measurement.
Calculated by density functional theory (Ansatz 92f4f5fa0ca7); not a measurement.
Periodic cell of 256 atoms, Si144O112, from a study of silicon, its oxide and their interface. The atomic structure is a simulated model.
This geometry differs little from another in the collection (a relaxation step or a small displacement).

Settings
functional: r2SCAN
potential files: Ansatz PAW
basis: plane waves
wave-function cutoff: 800 eV
density cutoff ratio: 5
exchange-correlation grid ratio: 1
k mesh: 1 x 1 x 1, shifted by 0.5 0.5 0 of a step
self-consistency stop: 1e-10 eV per atom in the density residual
occupations: fixed
spin: none
net charge: 0

Cell vectors (angstrom)
a  10.888  0  0
b  0  10.888  0
c  0  0  36.2702

Atoms and the computed forces on them: element, x, y, z (angstrom), force x, y, z (eV/angstrom)
Si  0.1581  -0.2263  0.0523  0.0051  -0.0013  -0.0004
Si  3.5512  2.4907  -0.3173  -0.0146  -0.0083  0.0011
Si  1.2583  6.9684  1.5349  -0.0012  0.001  -0.0018
Si  2.3328  8.4556  0.0974  -0.0011  0.0012  -0.0004
Si  5.3733  0.1127  -0.1008  -0.0011  0.0009  -0.0029
Si  8.0858  2.8764  0.1683  0.0007  -0.0027  -0.0025
Si  6.5761  4.7109  -0.1894  0.0018  -0.0002  -0.0049
Si  6.9774  6.5939  1.2477  -0.0043  0.0001  0.0008
Si  1.3277  1.1663  1.544  0.0146  0.0087  -0.0129
Si  4.7356  3.9217  0.99  0.0058  0.0084  0.0036
Si  -0.0574  5.6773  0.1387  0.0009  0.0007  -0.0023
Si  4.1042  9.5029  1.2559  -0.0021  0.001  0.0004
Si  6.8384  1.3001  1.3665  -0.0016  0  0.0012
Si  9.677  4.0325  1.4161  -0.0008  0.002  -0.0005
Si  8.5672  7.7745  0.0318  0.0032  -0.0027  -0.0044
Si  9.5359  9.4569  1.3608  0.0003  -0.0008  0.0029
Si  0.0519  2.6512  2.8026  -0.001  0.0003  0.0007
Si  2.7818  -0.1351  2.8115  0.0026  0.001  -0.0015
Si  -0.0862  8.221  2.8995  0.0008  0.0001  0.0001
Si  2.6919  5.5864  2.7049  0.0029  -0.0037  -0.0034
Si  5.5381  2.6546  2.7674  0.0012  -0.0023  -0.001
Si  8.1809  -0.0683  2.6958  -0.0019  -0.0008  -0.0025
Si  5.4861  8.0366  2.5363  0.0001  -0.0005  0.0007
Si  8.2658  5.363  2.7834  0.0001  -0.0012  0.0001
Si  1.4395  4.0755  4.0588  -0.001  -0.0021  -0.0007
Si  4.0919  1.3391  4.0913  0.0013  -0.0012  0.0004
Si  1.3817  9.488  4.1936  -0.0016  0.0003  -0.0004
Si  4.1238  6.8166  4.064  0.0006  0.0001  0.0014
Si  6.8579  4.0406  4.1292  -0.0012  0.0017  -0.0005
Si  9.5256  1.3066  4.0949  -0.0002  0.0006  0.0007
Si  6.7935  9.4349  3.9934  -0.0007  -0.0001  0.0005
Si  9.5133  6.7677  4.1844  0.0002  -0.0005  0.0009
Si  0.0169  0.0002  5.4846  -0.001  0.0007  -0.0005
Si  2.7575  2.7226  5.4566  -0.0013  -0.0012  -0.0011
Si  0.0549  5.4103  5.4615  0.0005  0.0011  -0.0005
Si  2.7622  8.1256  5.4864  0.0007  -0.0016  -0.0002
Si  5.4732  -0.0374  5.4032  -0.0006  -0.0004  0
Si  8.2011  2.675  5.4706  -0.0017  -0.0016  -0.0003
Si  5.456  5.4411  5.4306  -0.0007  -0.0009  0.001
Si  8.1299  8.1527  5.4641  -0.0007  0.0002  0.0001
Si  1.3645  1.3897  6.8142  -0.0001  -0.0001  0.0002
Si  4.1113  4.0858  6.8127  0.0004  0.0002  -0.0008
Si  1.3816  6.7852  6.8348  -0.0002  0  0.0009
Si  4.0924  9.5366  6.7985  0.0015  0.0009  0.0001
Si  6.8291  1.3245  6.8021  0.0004  0.0008  -0.0003
Si  9.5495  4.0573  6.8075  -0.0003  -0.0011  0.0007
Si  6.7638  6.8206  6.8181  -0.0025  -0.0004  -0.0001
Si  9.5131  9.525  6.8087  0.0003  -0.0001  -0.0006
Si  -0.031  2.6857  8.1934  -0.0008  -0.0001  -0.0001
Si  2.7434  0.0286  8.1413  -0.0006  0.0002  -0.0004
Si  -0.0083  8.1766  8.1609  -0.0003  0.0007  0.0003
Si  2.7098  5.4095  8.1803  -0.0003  -0.0012  0.0006
Si  5.5202  2.7502  8.1506  -0.0009  0.0012  0
Si  8.1552  -0.0274  8.1973  -0.0005  -0.0002  0.0001
Si  5.4241  8.2016  8.1947  -0.0002  0.0001  0
Si  8.1514  5.4487  8.1112  -0.0004  0.0005  -0.0006
Si  1.309  4.0566  9.5195  -0.0002  0.0017  0.001
Si  4.1648  1.3763  9.4523  0.0003  -0.0016  -0.0012
Si  1.3269  9.6055  9.4964  -0.0022  0.0001  0.0003
Si  4.0583  6.8118  9.499  -0.0005  -0.001  0.0001
Si  6.8571  4.1342  9.5609  -0.0007  -0.0045  -0.0001
Si  9.4722  1.3449  9.578  0  0.0012  -0.0004
Si  6.7942  9.5463  9.5978  -0.0014  -0.0005  0.001
Si  9.4586  6.8189  9.465  0.0018  -0.0024  -0.0003
Si  -0.0496  0.0166  10.9485  0.0004  -0.0027  0.002
Si  2.7794  2.6999  10.7435  -0.0003  -0.0009  0.0024
Si  -0.1487  5.4219  10.8056  -0.0018  -0.0018  0.0002
Si  2.6938  8.2216  10.7782  0.0006  -0.0008  0.0018
Si  5.5095  0.1389  10.9396  -0.0003  0.0017  0.0007
Si  8.2107  2.7842  10.9754  -0.0018  0.0032  -0.0012
Si  5.4569  5.5246  10.8847  -0.0001  -0.0011  -0.0012
Si  8.1311  8.1207  10.9186  -0.0017  0.0012  0.0001
Si  1.394  1.4678  12.1482  0.0021  0.001  0.002
Si  3.9939  4.1781  12.0932  0.0019  0.0007  0.0026
Si  1.2227  6.8415  11.9844  -0.0009  0.0012  0.0017
Si  4.0775  9.591  12.0916  -0.0021  0.0002  0.0002
Si  6.7129  1.6677  12.3984  -0.0014  0.0003  0.0044
Si  9.5111  4.1315  12.4409  0.0014  0.0007  0
Si  6.7448  6.8278  12.388  -0.0038  -0.0018  0.0018
Si  9.5371  9.3801  12.2966  -0.0005  0.0016  0.0029
Si  0.0493  4.1463  16.8639  0  -0.0003  -0.0006
Si  2.5827  -0.1282  13.4382  -0.0003  0.0014  -0.0014
Si  1.6021  8.9414  14.6415  -0.0005  0.0012  0.0032
Si  0.7714  3.4348  13.3843  -0.0042  -0.001  0.0041
Si  7.8243  5.2878  13.8561  -0.0059  -0.0028  0.0018
Si  7.8307  0.5108  14.1014  -0.0014  0.0018  0.0006
Si  3.2318  7.1646  14.5268  0.0021  -0.0059  0.006
Si  5.9287  4.3912  15.4374  -0.004  0.0064  0.0095
Si  2.3533  5.3065  13.2648  -0.0023  -0.0018  -0.0032
Si  1.738  2.5111  15.3206  0.002  0.0002  0.0012
Si  -0.1512  7.8529  13.5846  0.0012  -0.0009  -0.0003
Si  5.1838  8.1791  13.5776  0.003  -0.0005  0.0015
Si  3.7883  1.3525  14.7563  0.0036  -0.0113  0.0068
Si  10.0918  1.3545  16.139  0.0012  0.0002  -0.0037
Si  6.19  10.5034  15.5161  0.0008  0.0003  -0.002
Si  9.5136  6.3131  15.0478  -0.0006  -0.0037  -0.0005
Si  12.5141  -10.8398  30.8082  0.0016  0  -0.0037
Si  0.0319  14.8309  22.2794  -0.0002  -0.0003  0.0048
Si  11.2994  -5.3283  19.6714  -0.0008  -0.002  0.0036
Si  9.5536  8.0081  19.2834  -0.0001  -0.0004  0.0039
Si  22.1349  17.2688  31.3587  -0.0002  0.0016  -0.0026
Si  12.1741  3.71  34.5331  -0.003  -0.0003  -0.0031
Si  0.8221  8.9902  22.3217  -0.001  -0.001  0.0039
Si  -15.1717  -4.196  27.0116  0.0001  0.0001  0.001
Si  16.541  3.4522  20.6266  0.0003  0  0.0049
Si  13.3833  -2.8028  31.7246  -0.0012  0.0006  -0.0023
Si  -1.7118  7.9544  30.2239  0.0011  0.0017  -0.002
Si  9.3739  16.7383  28.0632  0.0006  -0.0007  0.0005
Si  -4.4404  -40.1442  30.9337  0.0013  -0.0009  -0.0035
Si  5.5204  5.1072  33.1512  0.0012  -0.0008  -0.0059
Si  6.5236  -2.065  34.2916  -0.0011  -0.0006  -0.0149
Si  -14.7524  22.4259  18.1374  0.0004  0.0015  0.0056
Si  13.1721  9.6623  19.6099  -0.0004  -0.0007  0.0034
Si  9.4672  -6.7098  30.7198  0  0.0022  -0.0029
Si  15.7082  26.4117  28.5015  -0.0003  0.0007  -0.0013
Si  -4.1893  -0.5436  22.3389  -0.001  -0.0001  0.0053
Si  7.7717  14.5048  22.8487  -0.0006  -0.0006  0.0041
Si  31.469  -22.0142  29.406  0.0004  0  -0.0014
Si  14.2094  6.8561  19.4116  -0.0007  -0.0002  0.0028
Si  26.6233  -4.7044  16.8322  -0.002  -0.0152  -0.0136
Si  26.5669  11.3756  20.3515  -0.0009  0.0004  0.0026
Si  15.3598  -26.6572  22.0604  -0.0006  -0.0002  0.0039
Si  10.923  11.817  22.4524  -0.0003  0.0004  0.0042
Si  -16.6561  2.9323  13.6877  0.0045  0.0018  -0.0043
Si  -1.9672  -10.9015  20.4226  0  0.0007  0.0045
Si  -1.4722  -10.8709  24.9107  0.0005  -0.0001  0.0038
Si  -3.8721  -9.8827  29.2963  -0.0016  0.0011  -0.0015
Si  3.2375  -0.3407  28.1663  0.0006  0.0012  -0.0011
Si  -5.728  12.8574  27.129  -0.0005  0.0007  0.0006
Si  -0.677  -9.429  34.8023  -0.0001  0.0011  -0.005
Si  13.2769  -4.5598  29.2948  0.0011  -0.0003  -0.0015
Si  23.5711  6.2584  23.6474  -0.0009  -0.0003  0.0061
Si  -5.1598  -12.7894  28.8731  0.0003  0.0013  -0.0017
Si  11.1831  -1.1035  17.4163  -0.0001  -0.0005  0.0019
Si  7.7519  -4.3581  17.4894  0.0018  0.0008  0.0014
Si  19.638  -2.4174  23.2986  -0.0004  0.0004  0.0041
Si  11.3221  20.6951  26.8649  0.0008  0.0014  0.0005
Si  11.8359  -14.997  26.6009  -0.0002  -0.0001  0.002
Si  11.294  -19.477  32.1592  -0.0002  -0.0001  -0.0061
Si  17.7832  6.312  23.944  -0.001  0.0003  0.0042
Si  17.7609  12.1325  24.7148  -0.0009  0.0006  0.0038
Si  -4.166  -7.216  17.6056  -0.0029  -0.0041  -0.0028
Si  14.865  7.2369  34.0762  -0.0004  0.0001  -0.0047
Si  6.5286  -14.113  31.5325  0.0004  0.0011  -0.003
O  13.7466  -14.1873  -6.0544  0.0006  0.0006  0.0016
O  -0.4871  -18.9123  -5.3426  0.0013  0.0001  0.0022
O  -15.1329  -12.9575  -3.5962  -0.0012  0.0016  0.0014
O  8.915  -12.3866  -11.6523  -0.0001  -0.0011  -0.0022
O  8.7106  2.001  -1.1085  -0.0035  0.0023  0.0033
O  2.8284  3.2649  -1.5494  0.0047  -0.0031  0.0079
O  6.5027  -9.0811  -8.2664  0.0002  0.0003  0.0014
O  4.0885  -16.1278  -2.5418  0.001  0.0019  0.004
O  4.2407  9.28  -7.9704  0  0.0013  0.0006
O  27.4296  -2.7281  -6.0033  0.0014  0.0002  0.0022
O  16.263  5.8705  -8.6292  0.0003  0.0008  -0.0001
O  22.4345  24.2118  -13.7687  -0.0004  0.0001  -0.0011
O  16.2631  29.5294  -1.5411  0.001  0.0023  0.001
O  -0.6433  -22.6414  28.0388  0.0003  0.0024  0.0014
O  -2.2982  10.1455  13.3973  0.0019  -0.0014  -0.0022
O  -0.9007  -8.0789  16.8838  -0.0015  -0.0015  -0.0004
O  -2.533  11.4556  19.0393  0.0002  -0.0015  -0.0005
O  11.0927  4.3629  20.73  0.0003  0.0014  -0.0032
O  -6.1413  4.5733  21.354  -0.0004  -0.0007  -0.0025
O  12.8336  -0.726  27.285  0  0.0004  0.0001
O  5.872  14.5807  19.0245  0.0014  0.0012  -0.0038
O  25.0459  -5.0468  23.1363  0.0005  0.0004  -0.0025
O  4.8404  0.5372  15.7612  -0.0058  0.0052  0.0007
O  1.3929  -1.8749  20.8084  0.0002  -0.0001  -0.0042
O  21.7592  4.9699  18.232  -0.0013  -0.0011  -0.0023
O  7.9637  -6.9983  31.2146  0.0003  0.0002  0.0019
O  12.4379  7.7931  23.1359  0.0004  0.0006  -0.002
O  7.8169  4.9064  17.7619  0.001  0.0038  0.0012
O  16.5428  12.7147  25.5962  0.0019  0.0001  -0.0015
O  5.7472  -4.254  22.8412  -0.0016  -0.0005  -0.0016
O  -14.3681  2.2914  23.6457  0.001  0.0017  -0.0022
O  7.1004  3.5277  21.3697  -0.002  -0.0008  -0.0027
O  10.3677  17.7223  20.0596  -0.0018  0.0005  -0.0015
O  -5.1007  -23.6082  14.8691  0  -0.0016  0.0023
O  6.404  -22.2535  29.2139  0.0011  0.0013  0.0003
O  28.3547  -13.6276  27.7568  0.0001  0.0007  -0.0008
O  27.1251  -0.553  21.4658  -0.0004  0.0009  -0.0017
O  -1.9311  1.336  14.9811  0.0036  -0.0008  0.0045
O  7.7851  -10.5528  21.5217  0.0004  -0.0002  -0.0044
O  -16.2326  -7.1332  32.2482  0.0003  0.002  0.0021
O  12.5702  6.2613  25.2629  -0.0001  0.0007  -0.0014
O  15.2434  22.952  35.4338  -0.0027  0.0034  0.0101
O  14.9282  -10.0313  27.4483  0.001  0.0005  0.0006
O  9.1881  -12.4764  20.1711  -0.0009  -0.0017  -0.005
O  1.0344  -11.2205  22.7947  -0.0004  -0.0009  -0.0035
O  8.8233  9.5073  30.1366  0.0005  0.0003  0.0011
O  44.2761  -9.6448  15.5832  0.0003  0.0012  -0.0032
O  1.5639  25.3688  16.5649  -0.0003  -0.0037  -0.0005
O  -7.4191  5.1402  29.2246  0.0006  0.0011  0.0002
O  6.2531  17.8603  17.0659  0.0108  0.0021  0.002
O  8.1578  29.1176  18.8142  -0.0016  0.0002  -0.0026
O  13.2724  -8.7931  36.9827  0.001  -0.0045  0.0004
O  28.178  -4.0813  25.4092  0.0001  -0.0003  -0.0025
O  8.3718  -3.9344  23.6768  -0.0001  0.0008  -0.0017
O  -8.0913  -3.3626  35.1105  -0.0011  -0.0005  0.0006
O  -1.534  3.8541  22.6667  0  0.0013  -0.0015
O  11.9574  27.5203  30.0365  0.0001  0.0023  0.0008
O  -12.0285  -10.0616  23.5559  0.0002  -0.0005  -0.0034
O  18.026  4.7331  23.827  -0.0007  -0.0007  -0.0023
O  26.6621  -30.6355  20.8674  -0.0007  -0.0013  -0.0016
O  32.578  10.8305  25.7287  -0.001  -0.0005  0.0001
O  -4.7558  10.2613  34.9168  -0.0035  0.0025  0.0052
O  -1.4383  -3.5978  28.7882  -0.0009  0.0003  0.0015
O  12.1743  10.3723  18.552  -0.0018  -0.001  -0.0016
O  0.7513  5.1194  23.1362  -0.0014  -0.0011  -0.0021
O  -7.2152  17.8993  16.1055  -0.0107  0.0188  -0.0119
O  -8.9394  16.921  19.6384  -0.0005  0.0003  0.0003
O  -18.4855  -0.0397  20.0654  -0.0017  -0.0013  -0.0017
O  -15.7901  6.2966  32.1675  -0.0008  0  0.0046
O  0.9824  14.4853  32.9501  0.0013  0.0011  0.0045
O  8.786  -3.8838  16.3354  -0.0013  0.0013  0.0027
O  10.5286  5.1701  15.6646  -0.002  0.003  0.0002
O  10.2772  -21.0849  20.9676  -0.0014  -0.0009  -0.0012
O  7.9724  -14.5545  30.9705  -0.0001  0.0005  0.0008
O  -8.9838  9.5895  31.6624  -0.0005  0.0004  0.0012
O  23.8009  6.8302  27.8091  0.0007  -0.0001  0.0002
O  6.925  -11.3725  16.9769  -0.0039  0.001  -0.002
O  -1.4599  -17.125  29.1609  0.0003  0.0004  0.0016
O  -6.6688  6.0213  18.3395  0.0013  -0.0027  0.0029
O  -5.0223  -17.577  29.6489  0.0006  0.0001  0.002
O  4.0692  -3.8927  20.8456  -0.0005  0.0007  -0.0036
O  23.0738  -1.301  35.7491  -0.0029  0.0027  -0.0003
O  -3.4634  19.802  22.4738  -0.0006  0.0007  -0.0021
O  -11.3958  -9.4985  33.1761  -0.001  0.0005  0.0052
O  11.7615  -5.7514  35.1626  -0.001  0.0014  0.0031
O  10.0419  43.548  17.0275  0.0021  0.0003  0.0015
O  0.321  2.6511  35.2905  0  -0.0014  0.0028
O  10.0804  -5.5578  31.7099  0.0008  0.0009  0.001
O  22.9867  20.2067  16.1832  -0.0002  -0.001  -0.0019
O  7.9668  5.8489  27.2691  0.0001  0.0009  -0.001
O  31.9084  -13.158  22.4774  -0.001  0.0009  -0.0044
O  28.9508  -8.7678  17.4551  0.0017  -0.0023  -0.0016
O  17.2386  -10.8903  23.8197  0.0005  -0.0007  -0.0028
O  0.3874  8.2792  26.3479  0.0009  0  0.0012
O  28.2482  -5.9683  34.4431  -0.0026  -0.0008  0.0055
O  29.9322  11.6583  25.6157  0.0001  -0.0009  -0.0025
O  10.6126  5.7846  27.0165  0.0006  0.0001  0.0003
O  21.4293  -3.0836  31.0474  0.0018  -0.0012  0.0021
O  1.5213  17.8002  32.3602  0.0007  0.0005  0.001
O  3.5991  -16.752  37.72  0.0021  0.0016  0.002
O  -7.1227  18.9909  32.7158  0.0019  0.0006  0.004
O  16.5754  0.4452  19.0108  0.0021  -0.0012  -0.0008
O  7.9402  -13.3996  34.916  -0.0004  0.0011  0.0016
O  10.4461  19.3699  18.0233  0.0003  -0.0004  -0.0032
O  2.7187  -21.6374  29.6235  -0.0014  0.0006  0.0016
O  9.6975  17.5846  35.7872  -0.0002  0.0028  0.0036
O  3.0472  30.1664  18.9302  -0.0006  0.0008  -0.001
O  19.5316  0.9792  29.2454  0  0.0011  0.0018
O  21.8809  0.0983  30.2717  0.0005  0.0002  0.0005
O  4.5232  3.4127  27.4806  0.0007  0.0018  0.0005
O  28.2608  1.8122  30.6091  0.0004  0.0009  0.002
O  12.5676  1.3989  31.7007  -0.0003  0.0013  0.0019

Results
free energy: -155984.892 eV
free energy less fixed offsets of O -570.45, Si -639.56 eV per atom: 2.148 eV

The program warned: the cutoff lies below the one the program advises for these potential files; the forces do not sum to zero within the program's tolerance; empty levels may hold ghost states of the PAW files; the exchange-correlation potential is rough where the density is thin.
